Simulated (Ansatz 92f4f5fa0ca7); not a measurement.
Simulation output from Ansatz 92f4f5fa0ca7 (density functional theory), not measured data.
Periodic cell of 234 atoms, Si141O87As6, from a study of silicon, its oxide and their interface. The atomic structure is a simulated model.
Doubt: the cutoff is low for norm-conserving oxygen, so forces and energies are approximate.
Doubt: the program's own warning below bears on the result.

Settings: functional HSE06; potential files SPMS norm-conserving; basis plane waves; wave-function cutoff 800 eV; density cutoff ratio 4; exchange-correlation grid ratio 1; k mesh 1 x 1 x 1, Gamma-centred; occupations fixed; spin none; net charge 0.

Cell vectors (angstrom)
a 11.6015 0 0
b 0 10.938 0
c 0 0 31.627

Atoms: element, x, y, z (angstrom)
Si 0.0319 0.0279 22.9027
Si 3.9268 0.0597 22.9802
Si 7.6114 -0.0439 22.948
As 1.9657 1.4746 22.6286
Si 5.8408 1.4578 22.987
Si 9.6395 1.3303 22.8712
Si -0.0346 5.5923 23.1559
As 3.8639 5.2928 22.7002
Si 7.8869 5.6509 23.0096
As 1.9426 6.9347 22.7019
Si 5.7753 6.7979 22.8484
Si 9.7514 7.1313 23.0262
Si 1.966 2.6825 24.7819
Si 5.8283 2.8926 24.84
Si 9.634 2.7285 24.8501
Si 11.6199 4.0561 24.9324
Si 3.8484 4.1596 24.8248
Si 7.7757 4.2228 24.9178
Si 1.9319 8.1489 24.821
Si 5.8137 8.1722 24.8275
Si 9.6941 8.3502 24.9791
Si 11.659 9.6226 24.8657
Si 3.8654 9.5407 24.8545
Si 7.7204 9.5921 24.9111
Si 11.6351 0.0342 26.8024
Si 3.8801 -0.0014 26.78
Si 7.7135 0.0431 26.8136
Si 1.965 1.3833 26.773
Si 5.7932 1.4159 26.7478
Si 9.6698 1.3668 26.7906
Si 11.6171 5.4591 26.8248
Si 3.8531 5.4713 26.7896
Si 7.7453 5.5222 26.8535
Si 1.9332 6.8381 26.7888
Si 5.7898 6.8366 26.7872
Si 9.6945 6.8425 26.8069
Si 1.9336 2.7345 28.7278
Si 5.8008 2.7345 28.7278
Si 9.6679 2.7345 28.7278
Si 0 4.1018 28.7278
Si 3.8672 4.1018 28.7278
Si 7.7343 4.1018 28.7278
Si 1.9336 8.2035 28.7278
Si 5.8008 8.2035 28.7278
Si 9.6679 8.2035 28.7278
Si 0 9.5708 28.7278
Si 3.8672 9.5708 28.7278
Si 7.7343 9.5708 28.7278
Si 0 0 30.6613
Si 3.8672 0 30.6613
Si 7.7343 0 30.6613
Si 1.9336 1.3673 30.6613
Si 5.8008 1.3673 30.6613
Si 9.6679 1.3673 30.6613
Si 0 5.469 30.6613
Si 3.8672 5.469 30.6613
Si 7.7343 5.469 30.6613
Si 1.9336 6.8362 30.6613
Si 5.8008 6.8362 30.6613
Si 9.6679 6.8362 30.6613
Si 1.9336 2.7345 0.9679
Si 5.8008 2.7345 0.9679
Si 9.6679 2.7345 0.9679
Si 0 4.1018 0.9679
Si 3.8672 4.1018 0.9679
Si 7.7343 4.1018 0.9679
Si 1.9336 8.2035 0.9679
Si 5.8008 8.2035 0.9679
Si 9.6679 8.2035 0.9679
Si 0 9.5708 0.9679
Si 3.8672 9.5708 0.9679
Si 7.7343 9.5708 0.9679
Si 11.588 0.005 2.9073
Si 3.868 0.0208 2.8888
Si 7.7304 -0.0094 2.9107
Si 1.9334 1.3761 2.9521
Si 5.8064 1.3732 2.8955
Si 9.6497 1.363 2.9056
Si 11.5802 5.4372 2.8984
Si 3.8635 5.4691 2.8781
Si 7.7241 5.4087 2.9697
Si 1.915 6.787 2.8532
Si 5.8142 6.8067 2.899
Si 9.6311 6.7905 2.8919
Si 1.9646 2.7077 4.9536
Si 5.7866 2.7492 4.8239
Si 9.6443 2.6739 4.8709
Si 11.594 4.0222 4.8035
Si 3.8585 4.1508 4.8304
Si 7.7378 4.0965 5.0053
Si 1.9177 8.1701 4.7411
Si 5.7941 8.188 4.8184
Si 9.606 8.1192 4.828
Si 11.5358 9.4675 4.7625
Si 3.8454 9.5109 4.7535
Si 7.7126 9.5813 4.8574
Si 11.4812 -0.0958 6.6552
Si 3.8779 -0.19 6.7452
As 7.7188 -0.1534 6.9646
Si 1.8781 1.1208 6.8014
Si 5.7561 1.253 6.6473
As 9.6528 1.4614 6.9576
Si 11.6058 5.4695 6.6365
Si 3.8892 5.5425 6.7773
Si 7.7782 5.5651 6.9705
Si 1.8812 6.9029 6.7191
Si 5.8461 6.9371 6.8385
As 9.7182 6.9716 6.96
O 0.1864 4.4429 7.9528
O -0.1555 9.9963 8.0974
O 7.8055 4.9355 8.5255
O 1.6422 8.0473 7.92
O 3.8915 4.3343 7.9394
O 5.624 2.233 7.9884
O 5.9458 8.0182 8.1361
O 1.5866 1.5514 8.39
O 3.9606 9.7735 8.1092
O 5.6243 7.7384 21.4724
O 11.6192 10.0219 21.5235
O 9.8404 8.0258 21.6056
O 4.2937 10.0653 21.626
O 9.7304 2.335 21.531
O 6.0247 2.0351 21.4216
O 11.1776 4.5264 21.9292
O 7.0421 9.9685 21.6416
O 8.35 4.5466 21.8412
Si 9.219 4.8888 18.3729
Si 7.6801 9.3144 13.3896
Si 2.0328 2.0448 9.8728
Si 1.1063 8.1318 18.4165
Si 9.4748 5.2243 14.522
Si 4.6891 3.2463 8.8567
Si 6.7391 4.9824 15.5156
Si 1.9985 1.8675 15.3
Si 0.6433 4.6939 9.4981
Si 10.6683 6.8883 10.7637
Si 0.7094 8.9034 8.9435
Si 8.1173 6.5689 12.0449
Si 1.1861 6.6876 12.7416
Si 4.0779 1.6503 13.1727
Si 6.3745 1.9242 19.8331
Si 1.4578 10.3923 11.515
Si 10.6631 9.0452 20.6146
Si 3.4764 6.1381 18.0509
Si 11.2747 6.248 16.5385
Si 4.3516 6.5986 14.9804
Si 6.8929 2.1824 14.2415
Si 3.2227 4.6954 12.764
Si 10.0811 11.0444 12.3773
Si 10.6143 2.418 17.6069
Si 2.3012 10.3297 16.9065
Si 4.7954 8.7401 9.0613
Si 5.7489 10.7688 11.3909
Si 2.5609 8.776 14.0953
Si 5.6459 9.3207 21.0404
Si 5.1949 10.5888 18.2732
Si 7.2198 4.4809 9.9906
Si 6.2153 4.8123 18.4329
Si 9.0511 0.2708 18.862
Si 3.0054 6.4767 10.4996
Si 9.7809 3.9536 21.2998
Si 10.7612 2.2636 14.6298
Si 8.0027 1.7928 11.2704
Si 1.6238 3.9734 17.1946
Si 7.5423 10.7622 16.1723
O 0.4514 7.5728 17.027
O 10.0253 3.6945 14.4032
O 2.3253 9.7673 12.7854
O 7.6953 9.606 15.0085
O 11.4888 10.3747 11.9421
O 1.0658 3.3122 10.236
O 5.5942 9.4493 19.4004
O 7.7066 5.4949 18.5809
O 0.759 2.4308 14.4123
O 7.1187 5.6519 11.1377
O 6.2794 3.4732 19.3417
O 5.226 1.1062 19.0133
O 1.9388 5.7088 9.5174
O 3.697 6.5803 16.4835
O 10.9635 5.3635 10.2517
O 3.5666 3.1173 12.6652
O 10.1683 6.0234 17.7155
O 10.2561 1.0915 13.6487
O 7.5742 1.3182 15.4569
O 9.8832 4.4294 19.7724
O 2.1458 7.3414 11.577
O 7.7923 1.1247 19.5218
O 6.4401 10.1254 12.7165
O 8.3044 5.3859 15.6574
O 9.564 9.9439 19.7754
O 9.3769 3.5073 17.5039
O 2.5775 3.1464 16.1447
O 3.6073 2.4414 9.7587
O 10.5863 6.3047 15.0543
O 0.0489 8.1324 19.6656
O 5.3822 1.656 14.1177
O 6.1506 10.4986 16.9631
O 3.8333 5.3929 11.4047
O 3.9402 7.4651 9.6354
O 7.7168 2.0067 12.8594
O 1.6369 0.8018 16.4743
O 3.8449 5.305 14.1298
O 4.9532 5.8385 18.7596
O 4.0299 8.002 14.1756
O 5.9625 6.3559 15.0949
O 1.3563 9.6926 18.0602
O 7.4564 7.7483 12.9582
O 8.6809 10.6731 17.3489
O 0.4942 3.0526 17.9514
O 5.3682 9.5956 10.3264
O 3.7303 10.4196 17.6405
O 11.2721 6.9693 12.2779
O 1.8493 0.9964 11.1137
O 2.9617 1.1254 14.2293
O 1.647 9.5934 10.0959
O 8.9244 5.5745 13.0439
O 10.5585 1.7173 16.1428
O 11.2548 7.9497 9.711
O 4.4306 0.6507 11.9254
O 1.6088 5.0975 12.8362
O 9.1046 9.8077 12.7784
O 2.5208 7.3087 18.737
O 6.07 4.3716 16.8663
O 2.3891 9.4907 15.5246
O 6.742 3.7882 14.4237
O 9.4193 0.9765 11.15
O 0.7611 5.0565 16.3506
O 1.4588 7.5571 14.0825
O 10.3163 1.2949 18.7373
O 8.1298 3.2127 10.4925
O 6.7816 0.878 10.6612
O 5.6795 4.0151 9.8663
O 2.6354 4.7346 18.2163
O 9.0988 7.2227 10.9173

Results
free energy: -70890.427 eV
free energy less fixed offsets of As -2657.37, O -447.96, Si -113.29 eV per atom: 0.203 eV
gap between the highest filled and lowest empty level on this k mesh: 1.524 eV

The program warned: the cutoff lies below the one the program advises for these potential files; the model core charge is not resolved on the grid; the forces do not sum to zero within the program's tolerance; the exchange-correlation potential is rough where the density is thin.
